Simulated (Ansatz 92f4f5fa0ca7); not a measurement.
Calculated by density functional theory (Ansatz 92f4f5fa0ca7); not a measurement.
Periodic cell of 256 atoms, Si144O112, from a study of silicon, its oxide and their interface. The atomic structure is a simulated model.
Doubt: the cutoff is far below the 930 eV that the study's wrapper takes by default for these files, so forces and energies are approximate.

Settings: functional PBE; potential files Ansatz PAW; basis plane waves; wave-function cutoff 580 eV; density cutoff ratio 5; exchange-correlation grid ratio 1; k mesh 1 x 1 x 1, Gamma-centred; self-consistency stop 5e-08 eV per atom in the density residual; occupations fixed; spin none; net charge 0.

Cell vectors (angstrom)
a  10.938  0  0
b  0  10.938  0
c  -1.9408  -5.264  36.4293

Atoms: element, x, y, z (angstrom)
Si  -0.2972  -6.8901  28.8964
Si  2.4442  -4.2266  29.0871
Si  -0.8713  -0.8144  28.768
Si  1.93  -9.1135  28.8711
Si  -6.254  -6.4564  29.0092
Si  -3.6122  -3.5517  28.859
Si  5.0777  -1.3501  29.109
Si  -3.1474  -9.5487  28.9584
Si  0.7976  -5.3368  30.3236
Si  3.4976  -2.5465  30.3527
Si  0.7531  -10.7038  30.183
Si  3.4925  -8.0071  30.303
Si  -4.63  -5.253  30.2156
Si  -1.9203  -2.4958  30.138
Si  6.283  0.2254  30.3574
Si  -1.9166  -7.9958  30.239
Si  -0.5805  -3.8881  31.5872
Si  2.1149  -1.1392  31.6185
Si  -0.5744  -9.3658  31.6311
Si  2.1564  -6.6506  31.6917
Si  4.9205  -3.9178  31.6501
Si  7.6718  -1.1797  31.6402
Si  4.8803  1.579  31.652
Si  -3.2803  -6.6211  31.605
Si  -1.9408  -5.264  33.0111
Si  0.7937  -2.5295  33.0111
Si  -1.9408  0.205  33.0111
Si  0.7937  -7.9985  33.0111
Si  3.5282  -5.264  33.0111
Si  6.2627  -2.5295  33.0111
Si  3.5282  0.205  33.0111
Si  6.2627  -7.9985  33.0111
Si  1.3673  -1.3673  3.418
Si  4.1018  1.3673  3.418
Si  1.3673  4.1018  3.418
Si  4.1018  -4.1018  3.418
Si  6.8362  -1.3673  3.418
Si  -1.3673  1.3673  3.418
Si  6.8362  4.1018  3.418
Si  -1.3673  6.8362  3.418
Si  2.7589  -0.0455  4.7499
Si  5.5229  2.6907  4.7689
Si  2.6784  5.5307  4.7689
Si  5.4615  -2.694  4.8093
Si  -2.7215  -0.022  4.8716
Si  -0.0216  2.7265  4.7819
Si  8.2116  5.4869  4.7593
Si  -0.005  -2.753  4.8123
Si  1.3482  1.2902  6.0239
Si  4.0981  4.1377  5.9318
Si  1.3581  -4.0877  6.2821
Si  4.0815  -1.366  6.2269
Si  -4.0923  1.3495  6.291
Si  -1.3513  4.1507  6.1487
Si  6.8412  -4.0726  6.0908
Si  -1.3721  -1.4495  6.2379
Si  0.3294  -0.3041  7.4353
Si  2.9042  2.5808  7.1317
Si  -0.2621  -5.2774  7.636
Si  2.5537  -2.4998  7.6537
Si  5.0902  0.3089  7.5733
Si  -3.0297  3.1694  7.4601
Si  5.5784  5.3271  7.2975
Si  -2.568  -3.0821  7.5926
Si  -0.5735  -6.6312  34.3783
Si  2.161  -3.8967  34.3783
Si  -0.5735  -1.1622  34.3783
Si  2.161  1.5723  34.3783
Si  4.8955  -6.6312  34.3783
Si  -3.308  -3.8967  34.3783
Si  4.8955  -1.1622  34.3783
Si  7.63  1.5723  34.3783
Si  0.7937  -5.264  35.7456
Si  3.5282  -2.5295  35.7456
Si  0.7937  0.205  35.7456
Si  3.5282  -7.9985  35.7456
Si  -4.6753  -5.264  35.7456
Si  -1.9408  -2.5295  35.7456
Si  6.2627  0.205  35.7456
Si  -1.9408  -7.9985  35.7456
Si  1.3673  1.3673  0.6835
Si  4.1018  4.1018  0.6835
Si  1.3673  6.8362  0.6835
Si  4.1018  -1.3673  0.6835
Si  6.8362  1.3673  0.6835
Si  -1.3673  4.1018  0.6835
Si  6.8362  -4.1018  0.6835
Si  -1.3673  -1.3673  0.6835
Si  0  0  2.0507
Si  2.7345  2.7345  2.0507
Si  0  5.469  2.0507
Si  2.7345  -2.7345  2.0507
Si  5.469  0  2.0507
Si  8.2035  2.7345  2.0507
Si  5.469  5.469  2.0507
Si  8.2035  -2.7345  2.0507
Si  -2.3673  -1.9687  23.8698
Si  4.2716  -3.1308  17.1194
Si  5.9432  -8.2996  26.6898
Si  0.3188  -8.5572  24.923
Si  -0.5063  -9.2774  21.9565
Si  5.7436  -6.153  21.6938
Si  -0.2545  -1.6695  14.195
Si  -2.4072  2.1806  13.0455
Si  2.4165  -2.5231  21.7931
Si  -2.4002  -2.3962  19.4395
Si  0.9345  -10.0195  19.5826
Si  5.0937  0.981  10.4156
Si  -0.9088  -5.8156  25.9658
Si  -1.0875  0.0598  10.0767
Si  7.7619  2.2935  10.2406
Si  -0.3785  -0.4452  25.7469
Si  2.3399  -1.5723  24.7044
Si  -4.5738  -4.64  18.9885
Si  -0.3148  -7.7883  18.0537
Si  3.7941  -10.5557  26.7222
Si  -3.414  -4.1997  25.7693
Si  0.2366  0.9973  12.7523
Si  1.2421  -4.03  13.4356
Si  2.3398  3.5376  16.6175
Si  1.7756  -4.5577  16.3058
Si  0.1536  -6.3908  20.7477
Si  1.6565  4.3018  9.5618
Si  -0.6159  -3.5357  21.79
Si  5.7886  -6.2457  24.6928
Si  -3.0822  -0.114  21.4291
Si  2.653  -6.6583  24.7792
Si  -0.8557  -3.0369  16.8137
Si  -3.3162  -7.4696  17.9937
Si  5.789  -2.3443  14.6427
Si  2.6283  2.3721  11.6571
Si  3.9124  -4.3941  9.7333
Si  4.1712  -4.225  12.7323
Si  2.95  -1.0516  19.0875
Si  6.798  -0.4022  12.5757
Si  6.7919  3.5074  15.2573
Si  2.7765  -5.6004  21.9539
Si  4.057  3.8653  13.978
Si  -2.7376  -2.3771  10.4769
Si  3.6332  -9.1333  18.8463
Si  -4.6025  -8.7572  20.3537
Si  1.6324  -4.2223  26.1857
Si  -1.4889  -3.8872  12.5958
Si  8.0064  -4.5731  15.0592
O  5.1124  -4.2596  17.9789
O  -1.4301  -4.1876  8.0936
O  4.0243  1.5665  7.7842
O  5.2508  -0.1181  9.1991
O  -2.0811  -10.6793  28.4006
O  0.8554  -7.9526  28.3064
O  -0.7129  -1.8196  15.7376
O  1.9134  -8.1144  24.9742
O  2.7435  5.4389  9.9084
O  6.6652  4.2021  7.7786
O  7.5444  -2.6449  8.9995
O  2.1364  3.3784  8.3235
O  4.7487  -2.9474  13.5421
O  -3.3597  -2.8874  24.7941
O  3.6393  -5.2497  28.5453
O  2.5706  -9.7873  27.4916
O  6.1228  -2.4738  28.5009
O  -1.624  -3.177  20.6024
O  5.1559  -7.1972  27.6065
O  6.0455  -4.9068  25.6172
O  1.4083  -0.4877  18.8859
O  -1.854  -4.2089  16.2329
O  -2.431  3.042  9.0136
O  4.4959  5.4115  13.6676
O  -1.2688  -2.9956  23.194
O  4.4401  -0.6677  27.7715
O  -0.4348  -7.7499  21.4202
O  -0.4914  -5.1633  21.6349
O  -3.0759  -3.8939  27.3296
O  8.0072  2.8639  14.4032
O  1.4499  -1.3343  8.1378
O  0.2609  4.9996  9.075
O  -2.7453  -0.9149  20.037
O  7.0703  5.1033  15.4331
O  3.2392  -3.0437  9.0781
O  1.7917  1.4612  12.7252
O  -1.7867  3.4191  17.4251
O  2.3898  -3.0986  25.2857
O  8.0161  0.6271  12.9489
O  4.6869  -4.1894  11.1742
O  -0.1255  -6.5567  19.1403
O  0.8135  -2.7746  21.6011
O  0.825  -1.0319  24.8288
O  5.4052  3.1411  14.5077
O  -0.7749  2.2249  13.0973
O  -4.4139  -7.5462  21.4212
O  0.7943  3.0208  16.839
O  1.7607  -6.1444  20.8208
O  6.2571  -5.7522  23.2015
O  2.2322  5.0736  17.1636
O  -0.3285  -1.1647  27.2213
O  1.1389  -2.4668  13.9114
O  4.9159  -9.48  26.2308
O  -1.3976  -2.3601  13.2354
O  1.5421  3.3052  10.8592
O  0.0069  -9.2319  23.4825
O  -0.517  -7.181  25.1558
O  -3.7128  -3.2592  19.029
O  2.5664  -4.1701  12.5538
O  -0.3832  0.5103  8.6873
O  -1.4372  -2.3177  18.1382
O  3.1805  -3.7684  16.0871
O  5.9791  -5.0095  20.5479
O  -1.3668  -1.5363  10.1488
O  0.6109  -3.7206  17.0911
O  3.3184  -0.5074  25.44
O  4.8763  -8.5156  19.6686
O  0.0365  -4.4411  12.4129
O  2.3761  -5.6678  26.0386
O  -0.0665  0.4204  11.2724
O  -2.319  -5.3291  25.3236
O  7.2456  -1.5925  11.5462
O  2.1051  -5.9491  23.4092
O  -3.1981  -1.1761  22.6861
O  2.8554  3.5915  15.0584
O  3.1081  -4.005  21.8403
O  3.6476  3.2702  12.5345
O  -0.272  -9.2581  18.7959
O  5.5583  0.3639  11.8515
O  2.225  -9.0036  19.6727
O  1.6795  -3.6994  27.7202
O  0.0932  -4.5335  25.7229
O  2.7562  -1.6776  23.142
O  -4.3661  -7.5314  25.3693
O  3.0607  -1.6129  20.6135
O  -1.9973  -9.9052  21.8495
O  5.1795  -2.1735  16.1494
O  -3.7623  -5.9503  18.4288
O  -0.9731  -6.1593  27.565
O  -3.7665  -8.9183  27.5583
O  3.4136  2.6174  17.4396
O  4.2582  -6.7988  24.6566
O  -2.2982  -3.7905  11.1903
O  7.0847  -3.2828  14.7999
O  -4.4532  -10.2034  21.1063
O  -2.5378  0.783  10.2205
O  5.021  -4.956  8.6914
O  1.2227  -4.941  14.7978
O  3.3594  -2.2707  18.1354
O  4.1476  -6.4313  21.77
O  -1.7129  -0.8477  24.8781
O  8.0544  2.985  11.6954
O  -0.1523  -9.7585  25.9448
O  0.0083  -0.1115  13.9077
O  -2.2053  -4.9119  13.6356
O  -3.4511  -8.5415  19.2158
O  0.4629  -10.2934  21.1186
O  6.6926  2.916  16.7672
O  3.9408  0.1983  18.7039
O  6.2729  -0.9233  14.0262
O  6.1404  2.2009  10.0363
O  3.5535  1.499  10.6253

Results
free energy: -155246.469 eV
free energy less fixed offsets of O -568.88, Si -635.61 eV per atom: -4.069 eV

Forces (eV/angstrom), in the order of the atoms: element, x, y, z
Si  -0.0022  0.1695  -0.3577
Si  0.0562  -0.0387  -0.2823
Si  0.0422  0.0229  -0.3385
Si  0.0329  0.0396  -0.3446
Si  -0.1107  0.086  -0.4325
Si  -0.0599  0.0104  -0.4055
Si  -0.0228  -0.0338  -0.3069
Si  -0.0687  0.0443  -0.3648
Si  0.0197  -0.025  -0.1431
Si  0.0959  -0.012  -0.1178
Si  0.0019  -0.0205  -0.0882
Si  -0.0579  -0.0357  -0.1411
Si  0.0241  0.0636  -0.0615
Si  0.0116  0.0176  -0.0242
Si  -0.0098  -0.0652  -0.1638
Si  0.0292  -0.0426  -0.1175
Si  -0.0664  0.0502  0.0297
Si  -0.0097  0.0974  0.015
Si  -0.0085  -0.0017  0.0884
Si  0.0512  -0.0627  0.1312
Si  -0.0131  -0.0296  0.1013
Si  0.0242  -0.0041  0.0835
Si  -0.0023  0.0335  0.0839
Si  -0.0842  -0.0221  0.0449
Si  0.0438  0.168  -0.25
Si  -0.2231  0.0448  -0.248
Si  0.1469  -0.0342  0.0484
Si  -0.0986  -0.23  0.2487
Si  0.1484  -0.0528  0.1553
Si  0.1897  -0.064  -0.011
Si  -0.213  -0.0338  -0.1017
Si  0.0677  0.189  -0.2204
Si  -0.0753  -0.3217  -0.071
Si  0.2124  -0.1606  -0.1355
Si  -0.2162  0.0916  0.0173
Si  -0.0742  0.3588  0.085
Si  0.0607  0.2544  0.2714
Si  -0.3031  -0.1475  0.2088
Si  0.2406  -0.1388  -0.146
Si  0.1794  0.0272  -0.1725
Si  0.0909  0.006  -0.1637
Si  0.0462  -0.0305  -0.1204
Si  -0.1076  0.0717  -0.028
Si  -0.1077  0.0197  -0.116
Si  -0.0388  0.0787  -0.0355
Si  -0.0364  0.1352  -0.0513
Si  0.0054  -0.0644  -0.1366
Si  0.0876  -0.0863  0.0291
Si  -0.057  -0.1195  0.1011
Si  0.0891  -0.0056  0.1202
Si  -0.0677  -0.0345  0.264
Si  0.0133  0.0004  0.1187
Si  0.0398  0.122  0.147
Si  -0.0305  0.013  0.1474
Si  0.058  -0.0518  0.1644
Si  0.0466  -0.0858  0.2356
Si  -0.1317  0.0528  0.2337
Si  0.0161  0.077  0.3677
Si  -0.0114  0.0495  -0.0344
Si  -0.068  0.0786  0.1896
Si  -0.0843  0.1534  0.4418
Si  -0.0452  -0.0064  0.211
Si  0.034  -0.0082  0.2342
Si  -0.0952  0.1071  0.2111
Si  0.0329  -0.0135  -0.0284
Si  0.0378  0.0097  -0.0574
Si  -0.0048  0.0011  0.0109
Si  -0.0463  -0.0285  0.0247
Si  0.0099  0.0457  0.0163
Si  -0.0214  0.0124  -0.0021
Si  -0.0176  -0.0119  -0.0619
Si  0.0059  -0.0154  -0.0411
Si  0.0122  0.0028  -0.0156
Si  0.0104  -0.0058  -0.0126
Si  0.0224  -0.0259  -0.0223
Si  -0.008  -0.0231  -0.026
Si  0.0068  0.0072  -0.0193
Si  -0.0012  0.0222  -0.0314
Si  -0.0171  -0.0094  -0.0131
Si  -0.0173  0.0189  -0.0064
Si  -0.0201  0.0218  0.0245
Si  -0.0268  0.0321  0.0171
Si  0.0531  -0.0453  0.0148
Si  0.0168  -0.0002  0.0192
Si  0.0058  -0.0176  0.0147
Si  0.0375  -0.0426  0.0099
Si  -0.0142  0.0185  0.0349
Si  -0.0461  0.0231  0.0152
Si  0.0149  -0.0368  0.0507
Si  0.0648  0.0019  0.0629
Si  -0.0766  -0.0227  -0.0384
Si  -0.0236  0.0054  -0.0475
Si  0.0009  0.0825  -0.0219
Si  -0.0602  0.0454  -0.0229
Si  -0.003  -0.0788  0.068
Si  0.0715  -0.0014  0.0447
Si  0.0723  -0.0699  0.1047
Si  -0.0234  0.0109  -0.1324
Si  0.1918  0.1524  -0.1957
Si  0.004  -0.0428  -0.1371
Si  0.0155  0.0095  0.2855
Si  0.0008  0.0284  0.3409
Si  0.0115  0.078  -0.1494
Si  0.1414  -0.0567  -0.0283
Si  -0.0582  -0.012  0.2535
Si  0.0924  -0.0086  0.182
Si  -0.0322  0.0092  0.2175
Si  0.0546  0.1066  0.219
Si  0.0213  -0.0834  -0.3321
Si  0.1016  -0.0065  0.2747
Si  -0.1142  -0.0406  0.3508
Si  0.0978  0.0476  -0.4366
Si  -0.1269  -0.114  -0.0734
Si  0.0007  -0.0733  0.1342
Si  0.0284  -0.084  0.0424
Si  0.0731  -0.1825  -0.0527
Si  -0.2956  -0.1445  -0.3175
Si  0.0485  0.1612  0.0431
Si  -0.0542  0.0506  -0.0499
Si  0.008  0.045  -0.145
Si  -0.0761  0.0289  -0.2207
Si  0.0043  -0.0094  0.2583
Si  0.0102  -0.3186  -0.0412
Si  0.0142  0.0488  0.2088
Si  0.0811  0.1526  0.112
Si  0.0943  -0.0165  0.25
Si  0.0127  0.0385  -0.1442
Si  -0.0162  0.0157  -0.237
Si  -0.067  -0.0619  -0.0593
Si  0.0036  0.0929  -0.1645
Si  0.0602  -0.1744  0.2257
Si  0.147  -0.0841  -0.0799
Si  -0.0504  -0.0049  0.1912
Si  -0.0618  -0.0017  0.1588
Si  0.0545  0.1501  -0.0153
Si  0.0335  -0.0767  -0.2224
Si  0.0152  0.0216  0.2928
Si  0.0351  -0.0351  -0.1544
Si  0.139  0.0715  0.2745
Si  -0.0879  -0.0209  0.0101
Si  0.026  0.0726  0.1759
Si  0.0486  -0.0926  -0.3607
Si  0.069  0.0493  0.0019
Si  0.029  0.0131  -0.2426
O  0.0292  -0.0356  0.0331
O  0.0248  0.0302  -0.2427
O  0.0288  -0.1439  -0.3092
O  0.0145  -0.0679  -0.5632
O  0.0641  -0.0374  0.3508
O  0.0012  -0.1346  0.4808
O  -0.0083  -0.0509  0.1935
O  -0.024  -0.0203  0.1439
O  0.0248  0.0516  0.0884
O  0.1561  -0.0861  -0.2855
O  0.0895  -0.119  -0.4553
O  -0.0225  0.03  0.0474
O  -0.0073  -0.0427  -0.029
O  -0.0093  -0.0092  0.0897
O  -0.0931  -0.0352  0.4058
O  -0.1057  0.1159  0.2553
O  0.1126  0.0062  0.4028
O  -0.0793  -0.003  -0.1702
O  -0.0309  0.1301  0.3267
O  0.0211  -0.0325  0.0299
O  0.0126  -0.0096  -0.0765
O  0.0233  -0.0375  0.099
O  -0.0075  0.0278  -0.4282
O  -0.0055  0.0489  -0.0294
O  0.0242  0.0076  -0.0776
O  -0.0246  0.0224  0.0934
O  0.0208  0.1449  -0.1181
O  -0.0168  -0.063  -0.1141
O  0.0074  0.0871  0.5146
O  -0.0629  0.0701  0.1079
O  -0.0375  -0.0797  -0.4943
O  -0.0674  0.1262  -0.1837
O  -0.0004  -0.0307  -0.1387
O  -0.0059  0.0429  0.1118
O  -0.0845  0.0781  -0.2518
O  0.0465  0.0167  -0.0785
O  0.0254  0.0199  0.0128
O  -0.0539  -0.0802  0.1066
O  -0.0567  -0.0773  0.0185
O  -0.0562  -0.0023  -0.2103
O  -0.0116  0.0049  -0.1325
O  0.0281  -0.0012  -0.0709
O  -0.0522  0.0229  0.0903
O  0.0292  0.0051  0.08
O  -0.0598  -0.0355  -0.0013
O  0.0204  -0.1095  -0.1364
O  -0.0278  0.0304  0.0618
O  -0.0442  -0.0521  -0.1561
O  -0.0263  -0.0424  -0.1728
O  0.0165  -0.0117  0.0647
O  -0.1164  -0.0645  0.5259
O  0.0099  -0.099  0.0165
O  -0.0475  -0.0441  0.0064
O  -0.0089  -0.0287  -0.0062
O  -0.0503  0.1946  -0.2005
O  0.0014  0.0224  -0.0389
O  -0.0135  0.1184  0.1598
O  -0.0707  -0.0073  -0.042
O  0.0586  -0.021  -0.0339
O  0.1007  -0.0593  -0.2618
O  0.0178  0.0491  0.0201
O  0.0556  0.0061  0.1198
O  0.0409  0.074  -0.1797
O  0.0094  -0.1256  -0.0213
O  0.0217  -0.0189  0.0896
O  0.1579  0.2617  0.2529
O  -0.0261  -0.0139  -0.0575
O  -0.0277  0.0344  0.0648
O  -0.0163  -0.0558  0.0903
O  -0.0636  -0.0659  -0.1494
O  0.0629  -0.0097  0.1173
O  0.0407  -0.1282  -0.1344
O  0.0012  0.0595  -0.0477
O  -0.0685  0.0732  -0.1198
O  -0.0715  0.0276  0.1617
O  0.0142  -0.0031  -0.0847
O  -0.01  0.0433  -0.0529
O  -0.0205  0.0013  -0.112
O  -0.1044  0.0095  -0.0865
O  0.0506  0.0323  -0.0417
O  0.0432  0.0996  0.3165
O  0.0377  0.0652  0.0711
O  0.013  -0.0242  -0.0775
O  -0.1247  -0.1727  0.2429
O  0.0578  0.0892  -0.1703
O  -0.0691  -0.041  -0.1031
O  -0.0476  -0.0415  0.1416
O  0.0175  0.0583  -0.011
O  0.0497  -0.1732  0.4113
O  0.0742  -0.0765  0.304
O  0.0516  -0.0444  0.0795
O  -0.017  0.007  0.0632
O  -0.0362  0.0508  -0.0545
O  0.0098  -0.0034  0.0766
O  -0.0504  0.0362  -0.0787
O  -0.1077  -0.0087  -0.0846
O  -0.0232  0.0586  -0.1174
O  0.0144  -0.0369  0.152
O  -0.0003  0.0001  -0.0213
O  -0.0128  -0.0447  -0.1506
O  0.0504  0.0569  0.096
O  -0.0353  -0.0034  -0.1082
O  0.0128  0.0053  0.105
O  -0.0186  -0.0648  0.0602
O  -0.0182  -0.0089  0.0787
O  0.019  0.0041  -0.0517
O  0.0401  0.0004  -0.1641
O  0.0212  0.0328  0.1314
O  0.025  -0.0121  -0.0258
O  -0.0086  -0.0667  0.0756
O  -0.0301  0.0349  -0.0196
O  0.0224  0.0184  -0.0593

The program warned: the cutoff lies below the one the program advises for these potential files; the forces do not sum to zero within the program's tolerance; the exchange-correlation potential is rough where the density is thin.
